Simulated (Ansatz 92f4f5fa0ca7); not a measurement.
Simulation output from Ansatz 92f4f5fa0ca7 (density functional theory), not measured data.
Periodic cell of 223 atoms, Si133O90, from a study of silicon, its oxide and their interface. The atomic structure is a simulated model.
Doubt: the cutoff is far below the 930 eV that the study's wrapper takes by default for these files, so forces and energies are approximate.
This geometry differs little from another in the collection (a relaxation step or a small displacement).

Settings: functional PBE; potential files Ansatz PAW; basis plane waves; wave-function cutoff 580 eV; density cutoff ratio 5; exchange-correlation grid ratio 1; k mesh 1 x 1 x 1, Gamma-centred; self-consistency stop 5e-08 eV per atom in the density residual; occupations fixed; spin none; net charge 0.

Cell vectors (angstrom)
a  10.938  0  0
b  0  10.938  0
c  0  0  32.3352

Atoms: element, x, y, z (angstrom)
Si  0.4664  -0.5535  24.7703
Si  5.5608  -0.2779  24.9244
Si  2.5765  2.9483  24.9452
Si  8.0607  2.9622  24.6791
Si  0.3486  5.2311  24.8413
Si  4.8487  6.0216  24.8312
Si  2.713  8.233  25.3186
Si  7.948  8.5581  24.7199
Si  1.3746  1.2732  26.0957
Si  6.7857  1.4476  26.0384
Si  4.0686  4.2223  26.2138
Si  9.5635  4.129  26.09
Si  1.2786  6.779  26.3602
Si  6.7745  6.8923  26.0097
Si  4.1706  9.5966  26.4655
Si  9.585  9.5787  26.0994
Si  2.7161  0.0532  27.6111
Si  8.1995  0.064  27.4677
Si  -0.0165  2.6997  27.481
Si  5.4573  2.7759  27.51
Si  2.7116  5.4688  27.6461
Si  8.1711  5.5055  27.4592
Si  -0.085  8.2239  27.5825
Si  5.5429  8.1473  27.6179
Si  4.1018  1.3673  28.917
Si  9.5708  1.3673  28.917
Si  1.3673  4.1018  28.917
Si  6.8362  4.1018  28.917
Si  4.1018  6.8362  28.917
Si  9.5708  6.8362  28.917
Si  1.3673  9.5708  28.917
Si  6.8362  9.5708  28.917
Si  0  0  30.2842
Si  5.469  0  30.2842
Si  2.7345  2.7345  30.2842
Si  8.2035  2.7345  30.2842
Si  0  5.469  30.2842
Si  5.469  5.469  30.2842
Si  2.7345  8.2035  30.2842
Si  8.2035  8.2035  30.2842
Si  1.3673  1.3673  31.6515
Si  6.8362  1.3673  31.6515
Si  4.1018  4.1018  31.6515
Si  9.5708  4.1018  31.6515
Si  1.3673  6.8362  31.6515
Si  6.8362  6.8362  31.6515
Si  4.1018  9.5708  31.6515
Si  9.5708  9.5708  31.6515
Si  2.7345  0  0.6835
Si  8.2035  0  0.6835
Si  0  2.7345  0.6835
Si  5.469  2.7345  0.6835
Si  2.7345  5.469  0.6835
Si  8.2035  5.469  0.6835
Si  0  8.2035  0.6835
Si  5.469  8.2035  0.6835
Si  4.1018  1.3673  2.0507
Si  9.5708  1.3673  2.0507
Si  1.3673  4.1018  2.0507
Si  6.8362  4.1018  2.0507
Si  4.1018  6.8362  2.0507
Si  9.5708  6.8362  2.0507
Si  1.3673  9.5708  2.0507
Si  6.8362  9.5708  2.0507
Si  0  0  3.418
Si  5.469  0  3.418
Si  2.7345  2.7345  3.418
Si  8.2035  2.7345  3.418
Si  0  5.469  3.418
Si  5.469  5.469  3.418
Si  2.7345  8.2035  3.418
Si  8.2035  8.2035  3.418
Si  1.3017  1.4194  4.7241
Si  6.8912  1.3493  4.8831
Si  4.1952  4.0162  4.7175
Si  9.5426  4.1009  4.8612
Si  1.3451  6.8502  4.7894
Si  6.8626  6.7931  4.7443
Si  4.125  9.5643  4.7278
Si  9.6243  9.538  4.8419
Si  2.8391  0.1604  5.9415
Si  8.2234  -0.1105  6.2855
Si  -0.0668  2.6526  6.2278
Si  5.5993  2.835  6.2641
Si  2.7136  5.3303  5.9104
Si  8.2259  5.5529  6.259
Si  0.1315  8.2473  6.3232
Si  5.4099  8.0964  6.0261
Si  3.8603  1.7377  7.3559
Si  9.953  0.9068  7.6047
Si  1.5837  3.8841  7.3475
Si  6.567  4.5502  7.6768
Si  4.1365  6.5282  7.2532
Si  9.3378  7.1804  7.6137
Si  1.5468  9.9198  7.4374
Si  6.8681  9.2011  7.4471
O  10.9849  5.8925  23.3605
O  4.5292  0.0364  23.6766
O  8.0597  8.1807  8.0405
O  2.7164  2.8035  7.8859
O  7.1524  4.0659  23.8469
O  1.6768  9.2636  24.5176
O  5.3056  5.5816  7.9346
O  0.341  -0.0441  8.0226
O  7.0378  4.2158  9.2291
O  5.727  9.6708  8.5701
O  10.0024  6.5249  8.978
O  2.8891  9.6047  8.7649
O  4.3212  0.9413  8.712
O  1.023  4.7087  8.6468
O  9.2856  1.3033  9.0464
O  3.03  7.043  8.3394
O  7.3887  6.2267  22.2265
O  8.8743  2.1374  23.504
O  5.0916  5.4973  23.2939
O  3.3214  2.4072  23.5747
O  10.9161  -0.2524  23.2214
O  3.7328  7.2101  24.491
O  1.4368  4.0453  24.4904
O  6.749  9.6531  24.3546
Si  14.6278  1.0622  22.7346
Si  -1.2888  2.5825  22.1364
Si  0.7129  11.5328  22.0226
Si  11.5917  0.7422  14.9199
Si  5.732  -0.6805  11.9251
Si  11.6445  15.7317  12.6034
Si  9.348  1.5286  10.6667
Si  5.265  4.0288  19.9574
Si  9.8026  8.0284  13.4521
Si  10.3864  -2.9733  16.4108
Si  10.7999  5.2461  9.6343
Si  -0.2968  5.445  21.8202
Si  8.5129  -1.2878  11.4336
Si  8.7765  5.0267  13.1625
Si  7.2202  3.5189  15.5441
Si  12.2501  6.0353  15.3244
Si  5.6755  5.6518  17.2975
Si  4.4142  10.3569  9.2623
Si  13.4  1.4475  18.6588
Si  9.6616  0.753  19.8152
Si  -1.1253  2.2483  16.9388
Si  12.6078  9.8663  17.1584
Si  5.1547  1.1038  20.0125
Si  3.5667  7.7312  16.3948
Si  13.0107  4.1055  19.9921
Si  -3.6133  9.6568  19.7296
Si  8.3962  7.4341  21.8513
Si  2.5352  2.3976  13.3504
Si  5.6272  -1.4571  14.8016
Si  2.7877  7.994  9.6483
Si  -3.5713  -2.657  16.98
Si  0.7906  11.5959  11.9722
Si  6.4827  4.9651  22.6528
Si  1.5658  -7.1497  17.1718
Si  11.1536  8.8011  10.9355
Si  5.3993  1.3933  14.0443
Si  8.1328  4.0522  10.4227
O  8.1321  2.5461  11.0317
O  5.6357  -1.7161  13.1865
O  9.818  1.539  18.406
O  3.6708  -6.6659  20.3355
O  -1.3525  8.9289  10.4098
O  0.0847  0.1829  20.5657
O  1.15  7.9921  9.8777
O  15.0384  2.3668  13.7861
O  17.9015  -1.2341  10.9882
O  12.5056  0.1459  18.2464
O  10.9344  6.4215  16.2416
O  10.2898  -2.365  14.8991
O  7.8952  4.4365  14.3796
O  13.235  12.1695  12.2234
O  6.7796  6.7738  16.9436
O  11.104  11.1826  13.4396
O  12.9319  4.6583  15.8708
O  19.6738  -0.5277  19.5079
O  0.2882  13.0976  22.2919
O  5.9586  0.8027  12.6193
O  5.6698  2.5337  19.3903
O  -1.9736  1.7875  20.8854
O  5.1066  0.0909  15.0184
O  7.9733  5.0559  11.7099
O  12.5308  2.0638  14.6542
O  6.1537  4.1421  21.3097
O  1.752  4.7191  18.5114
O  0.8943  10.2786  11.0377
O  3.8672  0.739  19.0804
O  11.3353  8.8775  17.3606
O  11.4781  5.4643  11.1099
O  10.8817  12.7768  11.1774
O  3.0162  -1.9978  17.372
O  6.0612  4.3718  16.3406
O  -2.2488  8.1824  23.2878
O  0.9944  16.8586  13.7426
O  10.1698  4.152  12.9897
O  5.7162  5.1333  18.8475
O  9.5881  4.1848  21.8664
O  4.2175  6.4009  17.1072
O  3.8298  7.9643  10.7842
O  4.5159  -0.4365  10.8668
O  7.6277  8.4724  20.8348
O  1.8478  2.4407  19.8591
O  8.9547  -2.8959  17.1373
O  -1.1509  6.7473  21.2367
O  -2.3286  -1.9491  12.9091
O  8.9935  0.2406  11.5633
O  -0.6536  12.0874  15.8158
O  4.6279  8.3792  15.3921
O  8.3675  2.9164  16.5627
O  2.3322  -3.6644  15.4609
O  -4.7407  10.791  20.1241
O  9.6211  4.1298  9.7383
O  13.4745  2.4647  17.3608
O  2.3252  0.378  22.1343
O  11.0576  8.1047  12.402
O  6.5242  2.2697  14.7941
O  -1.7904  6.5498  13.5672
O  -0.0104  3.4258  17.017
O  11.9987  4.9241  21.0174
O  4.667  1.4691  21.5195
O  7.0205  -1.7602  15.6432
O  12.5071  -0.3926  15.6663
O  6.8055  -1.923  18.3277
O  12.9257  3.7852  12.678

Results
free energy: -135731.544 eV
free energy less fixed offsets of O -568.88, Si -635.61 eV per atom: 3.786 eV

Forces (eV/angstrom), in the order of the atoms: element, x, y, z
Si  -0.0023  -0.0055  0.0062
Si  0.0015  -0.0065  -0.018
Si  0.0008  0.0011  0.0026
Si  0.0003  0.0033  -0.0122
Si  0.0065  -0.0054  -0.0036
Si  -0.0053  0.002  -0.0026
Si  0.0002  0.0009  -0.0022
Si  0.0025  -0.003  0.0033
Si  0.0018  0.0012  -0.003
Si  -0.0019  0.0031  0.0068
Si  -0.0075  0.0008  -0.0006
Si  -0.0051  0.0014  0.0068
Si  -0.0038  -0.0022  0.004
Si  0.0025  0.0064  -0.0021
Si  0.0014  0.0018  0.0083
Si  0.0001  0.0009  -0.004
Si  -0.0013  -0.0036  -0.0068
Si  0.0007  -0.0022  0.0038
Si  -0.0021  -0.0003  0.0023
Si  0.0037  0.0025  -0.0035
Si  0.0037  0.001  -0.0094
Si  0.0021  -0.0028  -0.0039
Si  0  -0.0024  -0.0077
Si  0.0012  0.001  -0.0069
Si  0.0895  0.542  0.1517
Si  -0.087  0.0832  -0.2381
Si  -0.3237  -0.557  0.1342
Si  0.1171  0.1678  -0.3762
Si  0.1597  -0.0749  0.4963
Si  -0.6097  -0.0966  0.0538
Si  -0.1963  0.0128  0.0629
Si  0.5109  0.2348  -0.0621
Si  -0.02  -0.0681  0.0033
Si  0.0603  0.0319  -0.0681
Si  0.0127  0.0084  0.0451
Si  0.078  0.0115  -0.0482
Si  -0.0809  -0.1563  -0.0544
Si  -0.0912  0.0085  0.0333
Si  0.0777  -0.0118  -0.0282
Si  0.0685  0.0574  0.0493
Si  0.0582  0.0223  -0.0204
Si  -0.0535  -0.0123  -0.0259
Si  -0.0058  -0.0111  0.0007
Si  -0.0136  0.0699  -0.0018
Si  0.028  0.0263  -0.0394
Si  -0.0325  0.0172  -0.0244
Si  -0.0721  0.0256  -0.0251
Si  0.0041  -0.0358  0.0001
Si  0.0489  -0.0425  0.0165
Si  0.0043  0.0089  -0.0118
Si  -0.0029  -0.0274  0.0292
Si  0.0044  -0.0029  0.0264
Si  -0.004  0.0207  0.0016
Si  0.0394  -0.0292  0.0062
Si  0.0188  0.0169  0.0305
Si  -0.012  -0.0488  0.0315
Si  -0.1207  -0.0248  -0.0293
Si  -0.0138  -0.0503  0.0307
Si  0.1327  0.0823  0.0354
Si  -0.0972  0.0403  -0.042
Si  -0.0305  -0.0052  0.0465
Si  -0.0867  -0.0405  -0.0175
Si  0.0269  -0.0353  -0.0028
Si  0.1009  0.1566  0.0388
Si  -0.2812  -0.1661  -0.1527
Si  0.4236  0.2788  0.1248
Si  0.1284  -0.1403  -0.4536
Si  -0.0317  -0.0209  0.4442
Si  -0.3234  -0.0224  0.3148
Si  0.2389  -0.2258  -0.5126
Si  -0.2329  0.0253  -0.1042
Si  0.3634  -0.0554  0.0919
Si  0.0104  -0.0107  0.006
Si  0.0053  0.001  0.0027
Si  0.011  0.0063  0.0063
Si  0.0057  -0.0056  0.0089
Si  -0.0032  -0.0073  0.0005
Si  -0.012  -0.0064  0.0127
Si  0.0048  -0.007  -0.004
Si  -0.0015  0.0052  -0.0046
Si  -0.0149  0.0264  0.0017
Si  -0.0015  -0.0068  -0.0014
Si  -0.0028  -0.0051  -0.0012
Si  -0.0057  0.008  -0.006
Si  0  -0.0093  -0.0085
Si  -0.0099  -0.0007  -0.0072
Si  0.0061  -0.0042  -0.011
Si  0.0095  0.0014  -0.0011
Si  -0.0162  -0.0297  0.0091
Si  0.006  0.0023  -0.0061
Si  0.0175  -0.0176  0.0057
Si  -0.0241  0.0144  -0.0069
Si  0.0532  -0.0396  -0.0494
Si  -0.0135  0.0072  0.0226
Si  0.0259  0.0329  0.009
Si  -0.0078  0.0131  0.0081
O  0.0017  0.0013  0.0086
O  0.007  -0.0026  0.014
O  0.0075  -0.0074  -0.0068
O  -0.0122  0.0191  -0.0008
O  0.0029  -0.0049  0.0086
O  0.0014  -0.0023  0.0006
O  0.0227  -0.0088  0.01
O  0.0003  0.0007  -0.0027
O  0.0038  -0.0007  0.0005
O  0.0233  -0.0041  -0.0278
O  -0.0001  0.002  -0.0029
O  -0.0843  -0.0033  -0.0431
O  -0.0056  0.0082  -0.0134
O  -0.0003  0.0002  0.0007
O  -0.0009  -0.0007  0
O  -0.0568  -0.0142  -0.0611
O  -0.0032  -0.0023  -0.0013
O  -0.004  -0.0017  0.011
O  -0.0015  0.0021  0.0051
O  -0.0027  0.0018  0.0016
O  0.0002  -0.0009  0.0027
O  -0.0004  0.0006  0.0029
O  0.0011  0.0064  0.003
O  -0.0038  0.004  0.0011
Si  0.0031  0.0022  -0.0016
Si  -0.0012  -0.001  -0.0027
Si  -0.0044  0.0044  -0.0042
Si  0.0005  0.0017  0.0034
Si  -0.0057  -0.0098  -0.0097
Si  0.0026  -0.0055  0.0015
Si  0.0083  -0.0112  0.008
Si  -0.0016  -0.0005  0.0015
Si  -0.0052  0.0015  0.0009
Si  0.001  -0.0006  0.0062
Si  0.0075  0.0008  -0.0039
Si  0  -0.0063  -0.0013
Si  -0.0152  0  -0.0066
Si  0.001  0.0026  0.0021
Si  -0.001  -0.0021  0.0077
Si  0.0005  -0.0014  0.0077
Si  0.0008  0.0018  0.0041
Si  0.0199  -0.052  0.0935
Si  -0.0005  0.0017  0.0038
Si  -0.0028  -0.0012  0.0045
Si  0  0.0004  0.0023
Si  -0.001  -0.0007  0.0037
Si  0.0028  -0.0012  0.002
Si  0.0035  0.0016  0.0055
Si  0.0031  -0.0009  0.005
Si  -0.0006  0.0036  0.0061
Si  0.0002  0.006  -0.002
Si  0.0039  -0.0046  -0.0032
Si  0.0009  0.0014  -0.0117
Si  0.3357  0.054  0.3291
Si  -0.0015  -0.0003  0.0014
Si  0.0032  0.0049  -0.0004
Si  0.0008  -0.0049  0.0007
Si  0.0019  -0.0017  0.0048
Si  -0.025  0.0182  0.0196
Si  0.002  -0.0078  -0.0057
Si  -0.004  0.0058  -0.0013
O  -0.0047  0.0074  0.006
O  0.0022  0.0043  0.0093
O  0.0005  -0.002  0.0005
O  0.0001  0.0006  -0.0024
O  0.013  -0.0054  -0.0003
O  0.0061  -0.0004  0.0028
O  -0.0981  -0.0121  -0.0114
O  -0.0017  0.0026  0.0025
O  0.0149  -0.0003  0.0065
O  0  0.0024  -0.0004
O  -0.0003  -0.0006  -0.0018
O  0  0.0004  -0.0022
O  0.0029  0.0044  -0.0046
O  -0.0043  -0.0006  0.0037
O  0.0007  -0.0007  -0.0021
O  -0.0006  0.0001  0.0007
O  0.0008  0.001  -0.0037
O  -0.0001  -0.0006  -0.0039
O  0.0015  -0.0016  -0.0021
O  0.0012  0.0041  0.009
O  -0.0004  0.001  -0.0011
O  0.0017  0.0054  0.0015
O  -0.0005  0.0031  0.0015
O  -0.0007  -0.0043  -0.0058
O  0.0002  0.0006  -0.0001
O  0.0024  0.0021  0.0011
O  0.0009  0.0009  0.0023
O  -0.0008  -0.0116  -0.0042
O  0.0008  0.0002  -0.0016
O  -0.001  -0.0002  -0.0015
O  -0.0035  0.0071  -0.0092
O  -0.0051  0.0023  0.0011
O  0.0016  -0.0003  -0.0009
O  -0.0009  0.0013  -0.0007
O  -0.0012  0.004  0.0084
O  -0.0024  -0.0002  -0.0018
O  0.003  0.0002  0.0011
O  -0.0001  -0.0024  0.0017
O  0.0015  0.0029  -0.0026
O  -0.0006  -0.0013  -0.0016
O  -0.171  0.013  -0.2488
O  -0.0074  0.029  -0.0108
O  0.0034  -0.0055  0.0007
O  -0.0003  0.0013  -0.0013
O  0.0026  -0.0007  -0.0019
O  -0.0009  0.0015  -0.0022
O  0.0029  0  0.0034
O  0.0047  0.0098  -0.0004
O  0.0002  0.001  -0.0015
O  -0.0031  -0.0018  0.0008
O  0.001  0.001  -0.0008
O  -0.0015  0.0002  -0.0018
O  -0.0007  -0.0009  -0.0038
O  0.0044  0.0011  0.0039
O  0.0008  -0.0008  -0.0007
O  0.0018  -0.0005  -0.0017
O  0.006  -0.0017  0.0013
O  -0.0011  -0.0027  -0.0026
O  0.0017  -0.0019  0.0008
O  -0.0029  0.0005  -0.0022
O  -0.0054  0.0033  -0.0002
O  -0.0055  -0.0012  0.0066
O  0.0032  -0.0013  0.0016
O  -0.0001  0.0001  -0.0004
O  -0.0008  0.0033  0.0033
O  -0.0036  0.0062  0.0024

The program warned: the cutoff lies below the one the program advises for these potential files; the forces do not sum to zero within the program's tolerance; the exchange-correlation potential is rough where the density is thin.
